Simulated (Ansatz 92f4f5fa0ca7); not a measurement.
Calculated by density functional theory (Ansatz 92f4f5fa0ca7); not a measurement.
Periodic cell of 224 atoms, Si133O90H1, from a study of silicon, its oxide and their interface. The atomic structure is a simulated model.
Doubt: the cutoff is far below the 930 eV that the study's wrapper takes by default for these files, so forces and energies are approximate.
This geometry differs little from another in the collection (a relaxation step or a small displacement).

Settings
functional: PBE
potential files: Ansatz PAW
basis: plane waves
wave-function cutoff: 580 eV
density cutoff ratio: 5
exchange-correlation grid ratio: 1
k mesh: 1 x 1 x 1, Gamma-centred
self-consistency stop: 5e-08 eV per atom in the density residual
occupations: fixed
spin: none
net charge: +1 e, with a uniform compensating background and no finite-size correction

Cell vectors (angstrom)
a	10.938	0	0
b	0	10.938	0
c	0	0	32.3936

Atoms and the computed forces on them: element, x, y, z (angstrom), force x, y, z (eV/angstrom)
Si	0.4798	-0.5507	24.82	-0.029	0.0298	0.0374
Si	5.5814	-0.2766	24.983	-0.0046	0.015	-0.0563
Si	2.5903	2.953	25.0111	0.0152	-0.0074	-0.0031
Si	8.0831	2.9687	24.7286	0.0002	0.0084	-0.0437
Si	0.3661	5.2372	24.9062	0.0358	-0.0063	-0.0881
Si	4.8573	6.0292	24.8888	0.0193	-0.0129	-0.0245
Si	2.7245	8.2357	25.3809	0.0022	-0.0106	-0.0566
Si	7.9661	8.5632	24.797	0.0145	-0.0148	-0.0062
Si	1.3831	1.2758	26.155	0.0035	-0.012	-0.0163
Si	6.8007	1.4549	26.0899	-0.0077	-0.0026	0.0192
Si	4.0793	4.2294	26.2772	0.0016	-0.0063	-0.0137
Si	9.5807	4.1281	26.1477	-0.0318	0.0213	0.0114
Si	1.2898	6.7834	26.4239	-0.01	0.0142	0.023
Si	6.7828	6.8956	26.0749	-0.0038	-0.001	-0.0132
Si	4.1855	9.5998	26.5217	-0.0072	0.0076	0.017
Si	9.5977	9.5902	26.1661	0.0274	-0.0062	-0.0123
Si	2.722	0.0481	27.6666	-0.0063	0.0155	0.0154
Si	8.2016	0.0679	27.5268	0.0057	-0.0023	0.0112
Si	-0.0123	2.699	27.5395	0.0187	-0.0279	0.0203
Si	5.4642	2.7739	27.5654	-0.0066	0.0068	0.0058
Si	2.7157	5.4684	27.7063	0.003	-0.0148	0.0157
Si	8.177	5.4999	27.5159	0.0003	0.0068	0.0039
Si	-0.0794	8.2233	27.6421	-0.0201	0.005	0.0076
Si	5.5457	8.1459	27.6786	0.0122	-0.0115	0.0064
Si	4.1018	1.3673	28.9754	0.1128	0.5366	0.1243
Si	9.5708	1.3673	28.9754	-0.0737	0.102	-0.2259
Si	1.3673	4.1018	28.9754	-0.3094	-0.5556	0.1357
Si	6.8362	4.1018	28.9754	0.1364	0.1549	-0.3777
Si	4.1018	6.8362	28.9754	0.1684	-0.0609	0.5206
Si	9.5708	6.8362	28.9754	-0.5938	-0.1019	0.0359
Si	1.3673	9.5708	28.9754	-0.1823	0.0103	0.0677
Si	6.8362	9.5708	28.9754	0.5238	0.2561	-0.0568
Si	0	0	30.3426	-0.0126	-0.053	-0.0026
Si	5.469	0	30.3426	0.0592	0.0326	-0.0632
Si	2.7345	2.7345	30.3426	0.0109	0.0141	0.0462
Si	8.2035	2.7345	30.3426	0.0817	0.0175	-0.0461
Si	0	5.469	30.3426	-0.0808	-0.1494	-0.0541
Si	5.469	5.469	30.3426	-0.0823	0.0106	0.0314
Si	2.7345	8.2035	30.3426	0.0929	-0.0097	-0.0163
Si	8.2035	8.2035	30.3426	0.067	0.0584	0.0492
Si	1.3673	1.3673	31.7099	0.0383	0.0042	-0.0281
Si	6.8362	1.3673	31.7099	-0.052	-0.0056	-0.0273
Si	4.1018	4.1018	31.7099	-0.0049	-0.012	-0.006
Si	9.5708	4.1018	31.7099	-0.0037	0.0742	0.0016
Si	1.3673	6.8362	31.7099	-0.0003	0.0163	-0.0427
Si	6.8362	6.8362	31.7099	-0.0299	0.0261	-0.0277
Si	4.1018	9.5708	31.7099	-0.0676	0.029	-0.0247
Si	9.5708	9.5708	31.7099	0.0129	-0.038	-0.0087
Si	2.7345	0	0.6835	0.0411	-0.024	0.0168
Si	8.2035	0	0.6835	0.0095	-0.0065	0.0049
Si	0	2.7345	0.6835	0.0164	-0.0268	0.0163
Si	5.469	2.7345	0.6835	0.0046	0.0025	0.0311
Si	2.7345	5.469	0.6835	0.0306	0.0007	0.0156
Si	8.2035	5.469	0.6835	0.0222	-0.0371	0.0135
Si	0	8.2035	0.6835	0.0097	0.017	0.0322
Si	5.469	8.2035	0.6835	-0.0131	-0.0397	0.0215
Si	4.1018	1.3673	2.0507	-0.1307	-0.0558	-0.032
Si	9.5708	1.3673	2.0507	-0.0013	-0.0117	0.0169
Si	1.3673	4.1018	2.0507	-0.0188	0.0327	0.0207
Si	6.8362	4.1018	2.0507	-0.0638	0.0599	-0.0299
Si	4.1018	6.8362	2.0507	-0.0117	-0.0075	0.0473
Si	9.5708	6.8362	2.0507	-0.0454	-0.0159	-0.0165
Si	1.3673	9.5708	2.0507	0.0266	-0.0243	0.0025
Si	6.8362	9.5708	2.0507	0.0341	0.0958	0.0223
Si	0	0	3.418	-0.0828	-0.0346	-0.2553
Si	5.469	0	3.418	0.2249	0.202	0.1338
Si	2.7345	2.7345	3.418	0.2553	-0.1464	-0.2661
Si	8.2035	2.7345	3.418	-0.0627	0.0463	0.4266
Si	0	5.469	3.418	-0.3001	-0.1847	0.0593
Si	5.469	5.469	3.418	0.2639	-0.1436	-0.2477
Si	2.7345	8.2035	3.418	-0.0792	0.0852	-0.0771
Si	8.2035	8.2035	3.418	-0.015	-0.2192	-0.0095
Si	1.3146	1.4065	4.7486	-0.0622	-0.0327	0.042
Si	6.8473	1.3651	4.8554	0.0102	0.0039	-0.0062
Si	4.1832	4.0282	4.7443	0.0102	0.0079	-0.0252
Si	9.5479	4.113	4.8494	-0.0112	0.0029	-0.0027
Si	1.373	6.8107	4.7547	0.0033	0.0242	0.0005
Si	6.8518	6.8006	4.792	-0.0151	0.027	-0.0108
Si	4.1357	9.5456	4.7613	-0.0438	-0.0137	0.0185
Si	9.5608	9.5854	4.7749	0.0322	0.0138	-0.0076
Si	2.8257	0.0904	6.0408	0.2996	0.1959	-0.1525
Si	8.1816	-0.0717	6.2186	-0.0045	-0.0172	0.0341
Si	-0.0603	2.6906	6.2121	0.0104	-0.0465	0.0445
Si	5.5477	2.7843	6.2868	0	-0.0156	-0.0176
Si	2.7203	5.3432	5.9756	-0.017	-0.0237	0.0162
Si	8.2077	5.4981	6.2839	0.0314	-0.0021	-0.0038
Si	-0.0427	8.1168	6.1359	0.0333	0.0161	0.0146
Si	5.4215	8.1213	6.1274	-0.0067	-0.0443	0.059
Si	3.842	1.6909	7.4718	-0.0721	0.0155	0.0067
Si	9.8161	1.0159	7.5432	0.0244	0.0474	-0.0902
Si	1.5885	3.873	7.3949	-0.015	0.0116	-0.0345
Si	6.5971	4.4555	7.7009	-0.0316	0.0015	0.042
Si	4.1851	6.4907	7.3328	0.0443	0.061	-0.0791
Si	9.3228	7.1254	7.6243	-0.0088	-0.0136	-0.0014
Si	1.1337	9.8929	7.0204	-0.3967	-0.0861	0.0079
Si	6.9634	9.2546	7.4719	-0.0279	0.0227	-0.0195
O	11.0202	5.9069	23.4272	-0.0025	-0.0036	0.0304
O	4.5513	0.0388	23.7369	0.0127	-0.0128	0.0231
O	8.1222	8.1964	8.058	0.0315	-0.0006	0.0057
O	2.6998	2.7786	7.9442	0.0444	-0.0624	-0.0157
O	7.1826	4.0958	23.9228	0.0095	-0.0107	0.0105
O	1.6863	9.2626	24.5815	-0.0031	0.0072	-0.007
O	5.369	5.5235	7.9361	0.0198	-0.0181	-0.0042
O	0.115	-0.0852	7.8482	0.0524	-0.0195	0.0537
O	7.0552	4.1805	9.2749	0.0114	0.002	-0.0116
O	6.0777	9.9437	8.6796	-0.0819	-0.0162	-0.0033
O	10.135	6.586	8.9576	-0.0073	0.0072	-0.003
O	3.4337	9.4183	9.0031	0.0209	0.0882	0.0223
O	4.3503	0.9832	8.8569	0.0474	-0.1574	0.067
O	1.053	4.6816	8.7095	-0.0049	0.0081	0.0155
O	9.2844	1.4244	9.0294	0.0146	-0.0172	0.0261
O	3.2305	6.8587	8.6171	-0.0428	0.1821	0.1693
O	7.414	6.2574	22.2967	0.0018	-0.0004	0.0006
O	8.8825	2.1512	23.5391	-0.0065	0.0028	0.0179
O	5.1164	5.5077	23.3549	-0.0017	0.0023	0.0093
O	3.3474	2.4117	23.6502	-0.0019	0.0025	-0.0004
O	10.9408	-0.2422	23.2708	0.0046	-0.0062	-0.0094
O	3.7347	7.2099	24.5463	0.0108	0.0005	0.039
O	1.4539	4.0509	24.5546	-0.0205	0.0038	0.0316
O	6.7704	9.6555	24.4154	-0.0176	-0.005	0.0216
Si	14.6568	1.0742	22.7987	-0.0101	0.0112	0.007
Si	-1.258	2.6048	22.1847	0.0052	-0.0007	0.0025
Si	0.744	11.5506	22.0783	-0.0009	-0.0002	0.0054
Si	11.6662	0.7973	14.944	0.0006	-0.0003	-0.0038
Si	5.9416	-0.6605	12.0707	0.0171	0.0015	-0.0042
Si	11.695	15.7668	12.6523	-0.0099	0.012	-0.0098
Si	9.4186	1.5873	10.657	0.0089	-0.009	-0.0216
Si	5.3096	4.0545	20.0298	0.001	0.0039	-0.005
Si	9.9673	8.062	13.5003	-0.0002	-0.0107	0.0032
Si	10.4706	-2.9608	16.4919	0.0003	-0.0011	-0.005
Si	10.8513	5.288	9.6798	0.0034	-0.012	-0.027
Si	-0.2598	5.4669	21.8837	0.0054	-0.0017	0.0033
Si	8.6768	-1.2758	11.4861	-0.0067	0.0109	-0.0031
Si	8.8298	5.0755	13.1973	-0.0092	0.0048	-0.0134
Si	7.3011	3.5939	15.6141	-0.0005	0.0009	-0.0061
Si	12.3291	6.0571	15.393	-0.0011	0.0009	-0.009
Si	5.7345	5.6931	17.3765	0.0008	-0.0031	-0.0109
Si	4.68	10.4192	9.3941	0.111	0.105	-0.0138
Si	13.4618	1.4858	18.7199	-0.0031	-0.0014	-0.0071
Si	9.7133	0.7831	19.8551	0.0027	-0.0008	-0.0058
Si	-1.0465	2.2924	16.9846	-0.0016	-0.0001	-0.0077
Si	12.6601	9.9157	17.2011	0.003	0.0017	-0.0074
Si	5.1978	1.1297	20.0888	0.0004	0.0017	-0.0053
Si	3.6306	7.7726	16.4567	-0.0019	-0.0012	-0.0068
Si	13.0618	4.1429	20.0582	0.0012	0.0009	-0.0027
Si	-3.5595	9.6898	19.8252	-0.0003	-0.0031	-0.0071
Si	8.438	7.4562	21.9368	0.0015	0.0026	-0.0019
Si	2.6293	2.444	13.3742	0.0033	-0.0022	-0.002
Si	5.7206	-1.4025	14.9255	0.0035	-0.0028	-0.0016
Si	2.9508	8.0184	9.719	0.0831	-0.1908	0.0553
Si	-3.4945	-2.6311	17.0863	-0.0009	-0.0011	-0.0079
Si	0.8692	11.6758	11.9746	-0.0093	0.009	-0.0038
Si	6.5169	4.9888	22.7205	-0.0081	0.0076	0.0126
Si	1.6541	-7.1134	17.2405	0.0022	-0.0015	-0.0076
Si	11.2971	8.8552	10.9847	-0.0192	0.0138	0.0232
Si	5.5073	1.4455	14.1107	0.0062	0.004	-0.0083
Si	8.1533	4.0796	10.4794	0.0011	0.0145	-0.0048
O	8.2068	2.5787	11.0937	-0.0042	0.006	0.0089
O	5.794	-1.6973	13.3147	-0.005	-0.0003	-0.0027
O	9.8738	1.5452	18.43	0.0011	0.0014	0.0035
O	3.719	-6.6338	20.4153	0.0009	0.0001	0.0036
O	-1.2108	8.9111	10.4636	0.0146	-0.0007	0.0024
O	0.1334	0.2134	20.6106	-0.0002	0.0004	0.0018
O	1.3265	8.0796	9.9251	0.0646	-0.014	-0.0104
O	15.145	2.3988	13.7724	0.0015	-0.0035	0.0025
O	18.0511	-1.2936	11.1125	0	0.007	0.0022
O	12.5568	0.2014	18.2761	0.0011	0.0032	0.0062
O	11.0264	6.4353	16.3287	-0.002	0.0025	0.0047
O	10.4213	-2.3785	14.9665	-0.0006	0.0004	-0.0019
O	7.9689	4.5273	14.4467	0.0052	0.0074	-0.0004
O	13.3144	12.2478	12.2176	0.0067	0.0009	0.0029
O	6.8443	6.8074	17.0138	0.002	0.002	0.0046
O	11.1829	11.2703	13.4435	0.0041	0.0014	0.0057
O	13.0179	4.6809	15.9245	0.002	0.0009	0.0008
O	19.7209	-0.4973	19.5624	0.0009	0.001	0.0057
O	0.3155	13.1124	22.358	-0.0013	0.0038	-0.0044
O	6.1503	0.8333	12.7221	-0.01	-0.002	0.0054
O	5.7044	2.5593	19.4581	0.0023	0.0004	0.0031
O	-1.9234	1.8283	20.9122	-0.0006	0.0012	-0.0016
O	5.1863	0.1491	15.083	0.0057	0.0017	-0.003
O	7.9696	5.0798	11.7665	0.0129	-0.0067	0.0128
O	12.6453	2.0939	14.6827	0.0025	-0.0007	0.0016
O	6.2062	4.161	21.3767	-0.0001	-0.0043	-0.0044
O	1.8322	4.7642	18.572	0.001	0.0035	0.0079
O	0.9963	10.3509	11.0465	-0.0014	-0.0207	-0.0084
O	3.9121	0.7552	19.156	-0.0008	-0.0009	0.0041
O	11.4017	8.9152	17.4287	-0.0023	-0.001	0.0029
O	11.5422	5.5184	11.1518	0.0041	-0.0017	0.01
O	10.9601	12.8371	11.1417	0.0064	-0.0056	0.0095
O	3.0686	-1.9484	17.4105	0.004	-0.0015	0.0032
O	6.1265	4.4248	16.4034	0.0003	-0.0006	0.0054
O	-2.2028	8.181	23.3847	-0.0023	0.0037	0.0062
O	1.0397	16.8789	13.809	0.0016	-0.0029	0.0049
O	10.2138	4.1839	12.9987	0.0052	-0.0034	0.0059
O	5.7627	5.1596	18.9177	0.0018	-0.0004	0.0057
O	9.6238	4.2088	21.9298	-0.0002	0.0036	-0.0018
O	4.2802	6.4483	17.176	-0.0011	0.0014	0.0035
O	3.7698	7.7682	11.1124	-0.105	-0.1571	-0.1798
O	4.7206	-0.5015	11.0098	-0.0217	-0.0095	-0.056
O	7.6839	8.5223	20.942	0.0013	-0.0004	0.0025
O	1.894	2.4793	19.9102	0.0016	-0.0013	0.0041
O	9.0319	-2.8844	17.1991	0.009	0.0006	0.0039
O	-1.1157	6.7712	21.3092	0.0007	0.0014	0.001
O	-2.1194	-1.8481	12.9892	0.0054	0.0055	0.0061
O	9.1084	0.2671	11.5099	-0.0065	-0.0148	-0.0028
O	-0.5814	12.164	15.8229	0.0026	0.0003	0.0036
O	4.6996	8.4294	15.4627	-0.001	0.0036	0.0025
O	8.4563	2.9891	16.6143	0.0039	-0.002	0.0062
O	2.4204	-3.6445	15.4933	0.0068	0.0045	0.0069
O	-4.6916	10.8227	20.2006	0.0002	0.0009	0.0058
O	9.6286	4.2271	9.7858	-0.0013	0.0085	0.0097
O	13.5675	2.5058	17.4237	0.0018	-0.0008	0.004
O	2.3553	0.3946	22.1944	0.0015	0	-0.0034
O	11.2382	8.1633	12.4567	-0.0056	0.0032	0.0176
O	6.6064	2.3461	14.8582	-0.0019	-0.0039	-0.0049
O	-1.69	6.606	13.5192	0.0096	0.0116	0.0003
O	0.0798	3.4556	17.0843	-0.0041	-0.001	0.0042
O	12.0341	4.9518	21.0738	-0.0025	0.0017	0.0021
O	4.7027	1.4944	21.5937	0.0032	-0.0007	-0.0003
O	7.1003	-1.6946	15.7738	-0.0004	0.0005	0.0035
O	12.5457	-0.3605	15.6969	0.0003	0.0028	0.0005
O	6.8689	-1.9259	18.4364	0.0014	0.0026	0.006
O	12.9998	3.8427	12.7173	0.006	-0.0043	0.0034
H	3.9416	6.8442	11.3613	-0.0387	0.1491	0.0132

Results
free energy: -135753.868 eV
free energy less fixed offsets of H -15.97, O -568.88, Si -635.61 eV per atom: -2.568 eV

The program warned: the cutoff lies below the one the program advises for these potential files; the exchange-correlation potential is rough where the density is thin.
